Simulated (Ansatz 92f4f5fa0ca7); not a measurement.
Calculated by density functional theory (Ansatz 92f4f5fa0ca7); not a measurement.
Periodic cell of 375 atoms, Si241O134, from a study of silicon, its oxide and their interface. The atomic structure is a simulated model.
Doubt: the cutoff is far below the 930 eV that the study's wrapper takes by default for these files, so forces and energies are approximate.
This geometry differs little from another in the collection (a relaxation step or a small displacement).

Settings: functional PBE; potential files Ansatz PAW; basis plane waves; wave-function cutoff 580 eV; density cutoff ratio 5; exchange-correlation grid ratio 1; k mesh 1 x 1 x 1, Gamma-centred; self-consistency stop 5e-08 eV per atom in the density residual; occupations fixed; spin none; net charge 0.

Cell vectors (angstrom)
a 11.6015 0 0
b 0 13.3963 0
c 0 0 41.946

Atoms and the computed forces on them: element, x, y, z (angstrom), force x, y, z (eV/angstrom)
Si 0 2.2327 1.1851 -0.0317 -0.0181 0.0376
Si 3.8672 2.2327 1.1851 0.0022 0.0753 0.0184
Si 7.7343 2.2327 1.1851 0.0219 -0.0016 0.0435
Si 1.9336 5.5818 1.1851 0.0078 -0.021 -0.0423
Si 5.8008 5.5818 1.1851 -0.0127 0.0171 -0.0063
Si 9.6679 5.5818 1.1851 0.0139 -0.0344 0.031
Si 0 8.9308 1.1851 -0.0769 0.0229 0.1078
Si 3.8672 8.9308 1.1851 0.0421 0.0298 -0.0056
Si 7.7343 8.9308 1.1851 -0.0058 0.0071 -0.0231
Si 1.9336 12.2799 1.1851 -0.0091 -0.0624 0.0085
Si 5.8008 12.2799 1.1851 0.0198 0.0189 -0.0435
Si 9.6679 12.2799 1.1851 -0.0042 -0.0359 -0.0527
Si 1.9336 1.1164 1.9745 -0.0342 0.0689 -0.0468
Si 5.8008 1.1164 1.9745 0.002 -0.0863 -0.0173
Si 9.6679 1.1164 1.9745 0.0219 -0.0258 0.0031
Si 0 4.4654 1.9745 0.0338 0.0485 0.0064
Si 3.8672 4.4654 1.9745 -0.1073 -0.0703 0.0203
Si 7.7343 4.4654 1.9745 -0.0293 0.0086 -0.0092
Si 1.9336 7.8145 1.9745 0.1423 -0.1802 -0.0562
Si 5.8008 7.8145 1.9745 -0.0618 -0.0035 0.0005
Si 9.6679 7.8145 1.9745 -0.0139 0.0386 -0.0081
Si 0 11.1635 1.9745 -0.0434 0.1372 0.0093
Si 3.8672 11.1635 1.9745 -0.0246 0.0752 -0.0028
Si 7.7343 11.1635 1.9745 0.0218 0.0536 0.0048
Si 1.9336 1.1164 4.3426 -0.1012 0.2107 0.626
Si 5.8008 1.1164 4.3426 0.0829 -0.2577 0.1425
Si 9.6679 1.1164 4.3426 0.0334 -0.0629 0.2847
Si 0 4.4654 4.3426 0.0044 0.1082 0.2127
Si 3.8672 4.4654 4.3426 -0.0653 -0.2323 -0.3231
Si 7.7343 4.4654 4.3426 -0.1537 0.0727 0.0973
Si 1.9336 7.8145 4.3426 0.3537 -0.4215 0.7843
Si 5.8008 7.8145 4.3426 0.0541 -0.0799 -0.7582
Si 9.6679 7.8145 4.3426 0.1276 0.1142 -0.0991
Si 0 11.1635 4.3426 -0.08 0.3042 -0.2843
Si 3.8672 11.1635 4.3426 -0.0393 0.2444 -0.3563
Si 7.7343 11.1635 4.3426 0.1034 0.1575 -0.2832
Si 0 0 37.6054 -0.33 -0.1973 -0.3316
Si 3.8672 0 37.6054 0.0005 -0.041 0.3687
Si 7.7343 0 37.6054 0.2297 -0.183 -0.3002
Si 1.9336 3.3491 37.6054 -0.3473 0.1827 0.2789
Si 5.8008 3.3491 37.6054 0.2414 -0.1543 0.0733
Si 9.6679 3.3491 37.6054 0.1178 -0.101 -0.5873
Si 0 6.6981 37.6054 0.0545 -0.1884 -0.0769
Si 3.8672 6.6981 37.6054 -0.2436 0.034 0.5341
Si 7.7343 6.6981 37.6054 0.1021 -0.1484 0.3253
Si 1.9336 10.0472 37.6054 -0.3018 0.012 -0.3022
Si 5.8008 10.0472 37.6054 0.2414 0.3732 0.2731
Si 9.6679 10.0472 37.6054 0.1126 0.3046 -0.3257
Si 0 0 39.9735 -0.1306 -0.1046 0.0118
Si 3.8672 0 39.9735 0.0033 0.0204 -0.0263
Si 7.7343 0 39.9735 0.0831 -0.0593 -0.0014
Si 1.9336 3.3491 39.9735 -0.139 0.0909 0.0227
Si 5.8008 3.3491 39.9735 0.0885 -0.0234 0.0075
Si 9.6679 3.3491 39.9735 0.0623 -0.047 0.0414
Si 0 6.6981 39.9735 0.0225 -0.0971 0.0112
Si 3.8672 6.6981 39.9735 -0.1046 0.0192 -0.0061
Si 7.7343 6.6981 39.9735 0.0305 -0.0702 0.0001
Si 1.9336 10.0472 39.9735 -0.1143 0.012 0.0136
Si 5.8008 10.0472 39.9735 0.107 0.1833 0.0023
Si 9.6679 10.0472 39.9735 0.0128 0.1215 0.0463
Si 0 2.2327 40.7629 0.0304 0.0264 -0.0212
Si 3.8672 2.2327 40.7629 -0.0082 -0.0726 -0.0349
Si 7.7343 2.2327 40.7629 -0.0232 0.0002 -0.0392
Si 1.9336 5.5818 40.7629 0.0049 0.0105 0.0778
Si 5.8008 5.5818 40.7629 0.0017 0.0075 0.0124
Si 9.6679 5.5818 40.7629 -0.0135 0.0473 -0.01
Si 0 8.9308 40.7629 0.0476 -0.0037 -0.0585
Si 3.8672 8.9308 40.7629 -0.0185 -0.0443 -0.0407
Si 7.7343 8.9308 40.7629 -0.0158 -0.0095 -0.0143
Si 1.9336 12.2799 40.7629 0.0171 0.0571 -0.022
Si 5.8008 12.2799 40.7629 -0.0227 -0.0311 0.0498
Si 9.6679 12.2799 40.7629 0.0047 0.0281 0.0539
Si 2.0844 -5.9391 30.5788 -0.0209 -0.0011 -0.0211
Si 5.3782 -1.6083 31.1925 0.0161 -0.0133 0.003
Si 12.0491 -3.3448 25.1214 -0.0041 -0.0068 0.0031
Si 4.0318 8.4551 31.5174 0.0356 0.0012 0.0385
Si 2.6413 3.3048 30.4662 -0.0023 0.0019 0.017
Si 13.4091 9.7555 20.3839 0.0056 -0.009 -0.0049
Si -4.4849 13.2272 23.7376 -0.0055 -0.0071 0.0005
Si 7.0463 2.896 23.2154 -0.0004 0.0106 0.0006
Si 12.3708 2.0727 31.2688 0.0074 0.005 0.005
Si -3.6115 4.3862 29.5405 -0.0096 -0.0071 -0.0138
Si 4.2263 15.34 31.5717 -0.0117 -0.0072 -0.0143
Si 5.7576 12.16 33.5927 -0.0015 0.0031 -0.0184
Si -5.6793 -0.2807 27.755 -0.0139 -0.0196 0.0082
Si -1.078 0.1652 28.2045 0.0076 -0.0001 0.0035
Si 4.5211 7.0695 23.6649 0.0084 0.0254 0.0008
Si -2.9052 6.6173 25.3806 0.0005 -0.0063 0.0021
Si 5.256 6.4012 31.7523 -0.0525 0.006 0.0118
Si 15.2897 3.2219 16.7048 0.0002 -0.0051 0.003
Si -2.2634 6.6415 31.3887 0.0113 0.017 -0.0116
Si 2.8479 13.3021 31.6385 0.0013 0.012 -0.0124
Si 11.5723 8.8345 33.5997 -0.003 -0.0009 -0.012
Si 2.4611 8.0768 25.4985 0.0134 -0.0143 -0.0109
Si 1.5494 17.559 27.8203 -0.0002 -0.0025 -0.0129
Si 7.2574 7.8988 31.5265 0.0012 -0.0069 -0.0152
Si 0.0115 2.2197 33.5491 0.0048 0.0059 -0.015
Si 3.8253 2.2533 33.8548 0.0107 0.0177 0.0125
Si 6.9264 0.0309 30.4943 -0.0084 -0.0011 0.0137
Si 2.0969 5.5337 33.5953 0.0018 0.016 0.0264
Si 10.5944 10.1309 29.0934 -0.0009 -0.0114 0.008
Si 9.6454 5.6778 33.5827 0.0014 -0.0007 0.0073
Si -4.9361 15.5607 31.5054 0.0072 -0.0091 0.0131
Si 3.8286 8.9726 33.7935 0.0158 -0.005 -0.0399
Si 7.6376 8.8114 33.7158 0.0041 0.0081 0.0037
Si 2.0233 12.4055 33.6947 -0.0016 -0.0074 0.0079
Si 5.7347 8.8441 27.9574 0.0024 -0.001 -0.0082
Si 9.6269 12.265 33.2281 0.0045 0.0035 0.0066
Si 1.8624 1.1734 34.5872 -0.007 -0.0114 0.0041
Si 5.7417 1.0157 34.4972 0.0091 0.0073 0.0024
Si 9.6139 1.0817 34.2308 -0.0107 -0.0002 0.0009
Si 0.034 4.494 34.2648 -0.0168 -0.0124 -0.0036
Si 3.8905 4.4544 34.6338 -0.0074 -0.019 0.0148
Si 7.7337 4.5117 34.421 0.0004 -0.0092 -0.0008
Si 1.9193 7.7602 34.4458 -0.0138 -0.0054 0.0089
Si 5.7282 7.8688 34.6809 -0.0163 -0.0152 0.0239
Si 9.636 7.8325 34.5362 0.0087 -0.0042 0.0045
Si -0.002 11.1869 34.1745 0.0009 -0.0036 0.0016
Si 3.8446 11.1911 34.5483 -0.0024 -0.0106 0.0065
Si 7.759 11.1241 34.2799 0.0031 0.0061 0.0023
Si 1.9266 1.1252 36.899 0.0036 0.0062 -0.0004
Si 5.7983 1.0901 36.8437 -0.0045 0.0071 0.0061
Si 9.6615 1.1082 36.7089 0.0039 -0.0013 -0.0025
Si 0.0027 4.4743 36.7225 0.0011 0.0051 0.0063
Si 3.8665 4.4602 36.931 0.0001 0.0069 -0.0034
Si 7.7394 4.4719 36.8 0.0036 0.0027 0.004
Si 1.9305 7.8048 36.8142 0.0002 -0.0031 0.0045
Si 5.7947 7.8257 36.9627 0.0076 0.009 -0.0212
Si 9.6649 7.8218 36.8682 -0.0051 -0.0003 0.0033
Si -0.0022 11.1661 36.6827 -0.0029 0.0058 -0.0002
Si 3.8678 11.1596 36.8769 0.0022 0.0045 -0.0019
Si 7.7445 11.1594 36.7286 -0.0031 0.0005 0.0079
Si -0.0037 0.0034 5.2072 -0.0038 -0.0002 -0.0043
Si 3.8636 -0.0038 5.1518 0.0006 0.0055 -0.0032
Si 7.7418 -0.0132 5.1664 0.0031 0.0021 0.0049
Si 1.9256 3.392 5.2195 -0.0003 -0.0024 -0.0011
Si 5.7829 3.3309 5.1111 -0.0008 -0.0037 0
Si 9.665 3.3615 5.1392 -0.0023 -0.0014 -0.0046
Si -0.0226 6.7072 5.1646 0.0026 -0.0002 0.0011
Si 3.9855 6.6195 5.2096 -0.0207 0.0169 0.0118
Si 7.7271 6.7315 5.0881 0.0002 -0.0002 0.0073
Si 1.9307 10.053 5.0454 -0.0009 -0.004 -0.0013
Si 5.7968 10.042 5.0301 -0.0026 -0.0024 -0.0091
Si 9.6719 10.0622 5.0934 0.0008 0.0012 -0.0067
Si -0.0597 0.0526 7.6383 0.0197 -0.0076 0.0059
Si 3.8062 0.0101 7.5359 0.0123 -0.0109 0.0101
Si 7.6988 -0.0007 7.5616 -0.0087 -0.0061 0.0048
Si 1.8205 3.5071 7.6624 0.0081 0.0026 0.0012
Si 5.6083 3.4926 7.4645 0.0123 0.0005 0.0095
Si 9.5583 3.4304 7.5076 0.0156 0.0066 0.0055
Si -0.3305 6.7928 7.5417 0.0088 -0.0024 0.0034
Si 5.0943 5.9166 7.3516 0.0112 -0.0023 0.0193
Si 7.3493 6.8562 7.403 0.0002 -0.0068 0.0018
Si 1.8022 10.1688 7.3464 -0.0103 -0.0079 0.0095
Si 5.7183 10.0966 7.3293 -0.0197 -0.0042 0.0231
Si 9.6169 10.1724 7.4304 -0.0271 -0.0133 0.0172
Si -0.0848 2.3354 8.3551 -0.0133 0.0027 0.0121
Si 3.7573 2.2619 8.3228 -0.0062 0.0035 -0.018
Si 10.7604 -1.9406 13.8362 0.0154 0.0027 0.0054
Si 1.3399 5.6768 8.7876 0.0099 0.0045 -0.0119
Si 3.4062 6.9192 8.6686 -0.0096 -0.0217 -0.0438
Si 9.2207 5.678 8.2742 -0.0003 -0.0025 0.0036
Si -0.069 9.0657 8.2546 0.0086 0.0054 -0.0127
Si 3.725 9.2306 8.2464 0.005 0.0071 0.0082
Si 7.6629 9.1105 8.1892 0.0282 0.0095 -0.0143
Si 1.8874 12.2799 8.3566 -0.0087 0.0063 -0.0067
Si 5.8986 11.3682 10.4997 0.0038 -0.0101 0.0062
Si 9.6447 12.2929 8.5283 -0.0067 0.0089 -0.0151
Si -3.5165 2.0432 10.5149 -0.0041 0.0173 0.0011
Si 3.7082 1.9347 10.6763 0.0253 0.0172 0.0219
Si 2.3068 7.4586 18.5151 -0.0112 0.0079 0.0058
Si 1.6799 2.0256 14.3154 0.0042 0.0122 -0.0019
Si 3.9706 9.959 10.5151 0.009 0.0187 -0.0153
Si 7.4324 7.7088 11.208 0.0095 0.0021 -0.0193
Si -4.3139 5.4757 19.0109 0.0169 0.002 -0.0009
Si 5.7543 12.2423 8.2726 -0.0089 0.0143 -0.0014
Si 9.1237 5.8797 10.6451 -0.0055 -0.0001 0.0069
Si 3.6722 12.5389 16.4668 -0.0205 -0.0087 -0.008
Si 7.825 9.9176 10.4639 -0.0173 -0.0064 0.0156
Si 11.9032 8.0398 12.1144 0.0031 0.0012 -0.0121
Si 4.5577 4.6628 12.0351 0.0044 -0.0152 -0.0039
Si 0.2185 3.9704 12.3303 0.0044 0.0201 -0.0286
Si 5.2053 -2.5435 18.4771 -0.0092 -0.0047 -0.0088
Si 4.2239 -2.0773 21.3755 -0.0052 -0.0028 0.0042
Si -0.2978 2.1959 10.7328 -0.0052 0.0183 -0.0151
Si 9.4157 3.5286 14.0151 0.0023 0.0044 -0.0074
Si 7.6039 2.2993 8.2147 -0.0111 -0.001 0.0013
Si 6.3444 13.3229 14.9588 -0.0027 0.0172 -0.003
Si 5.2011 4.3842 24.901 -0.0055 0.007 0.0008
Si 5.454 7.7915 18.1422 -0.0042 -0.0048 0.0074
Si 1.6741 10.7198 15.3929 0.0043 0.0043 0.0035
Si 10.2261 8.6259 14.7637 0.0081 0.0041 0.0013
O 11.9389 23.2388 21.0897 -0.0095 0.0048 0.0059
O 27.1857 4.2914 20.3582 0.0024 -0.0054 -0.0017
O 22.2735 41.9071 27.7711 -0.0029 -0.0105 -0.0037
O -6.433 10.3454 22.2745 0.0031 -0.0053 -0.0031
O 8.1502 9.9553 16.7757 -0.0032 -0.0003 -0.002
O 11.387 -18.5599 15.8705 0.0003 -0.0006 -0.0024
O -5.95 12.7541 24.2834 0.0073 0.0015 -0.003
O 9.9276 13.4917 29.734 -0.0061 -0.0034 0.0052
O -14.1615 16.8231 28.752 0.0011 -0.0001 0.0055
O -4.6205 1.287 23.0447 0.0016 -0.0097 -0.0009
O -12.5901 14.6878 16.4169 0.0061 0.0045 -0.0096
O 14.0874 13.9826 19.9654 0.0059 -0.0006 0.0053
O 13.8358 -5.1901 20.0141 0.0038 0.0031 -0.0065
O 2.8945 20.0383 14.7001 0.0025 -0.0011 0.0038
O -19.4792 12.0697 30.9166 -0.0094 -0.0187 -0.012
O 5.1742 2.5379 17.0027 -0.0057 0.0016 0.0025
O 14.0523 3.1757 28.7828 0.001 -0.0024 -0.0107
O 0.6803 25.9019 18.2329 -0.0007 0.0078 0.0063
O 18.8012 14.447 18.142 0.0046 -0.0046 0.0056
O 22.1748 -8.954 13.3242 -0.0139 -0.0054 0.0114
O 34.5403 22.7852 30.3355 -0.0028 0.0003 -0.0088
O 20.0066 -18.6459 24.9027 -0.0005 0.0004 -0.0015
O -16.1617 9.1489 27.0112 -0.0056 -0.0041 -0.0023
O 11.0825 -10.911 30.3083 -0.0162 0.0135 -0.0228
Si 11.5455 21.5815 17.5258 0.004 -0.005 -0.0044
Si 10.6527 21.3975 27.0973 -0.0083 0.0054 0.0117
Si -3.1793 8.9724 21.3692 0.0011 -0.0271 -0.0115
Si 20.0696 13.5687 18.7274 0.0024 0.0103 -0.0018
Si 1.7237 19.323 23.558 -0.0004 -0.0094 0.0147
Si 6.2302 5.8025 27.2489 -0.0013 -0.0028 -0.0033
Si -0.1309 21.4543 31.3279 -0.0018 -0.0017 0.0036
Si -3.2172 12.2182 26.2026 -0.0048 -0.0123 0
Si 9.1099 12.3995 30.6847 0.0174 -0.0008 -0.0289
Si 12.5795 3.9052 24.71 0.0055 0.0113 -0.0043
Si 11.0519 14.5031 14.8613 -0.0047 -0.0111 0.006
Si 2.0795 11.4888 10.6433 0.0076 0.0039 -0.003
Si 14.6795 15.6069 23.8171 0.0021 0.011 -0.0007
Si -7.0867 -0.1401 25.3404 -0.0048 -0.0036 0.0083
Si 22.3111 1.8869 17.921 -0.0004 0.0042 -0.0028
Si 15.3222 0.9287 21.0214 -0.0011 -0.0002 -0.0019
Si 7.5432 8.6763 15.9807 0.0007 -0.0131 0.0092
Si 9.4853 6.6364 19.433 -0.002 0.0146 0.012
Si 2.8427 8.1517 14.0536 -0.0125 0.0096 0.0043
Si 4.1667 5.6004 14.8246 -0.0085 -0.0109 -0.0039
Si -8.9936 17.7962 19.4398 -0.0011 0.0019 0.0049
Si 0.2356 9.842 10.5052 -0.0261 0.0066 0.0174
Si 6.1188 13.389 11.7254 0.0031 -0.0022 0.001
Si 13.354 20.567 28.2957 -0.0056 -0.0034 -0.0105
Si 8.5413 3.7097 16.9684 0.0032 0.0079 0.0048
Si 5.3759 16.8104 20.565 -0.0012 0.0058 -0.0066
Si 12.5136 10.9223 17.7576 0.0015 -0.0019 -0.0221
Si 13.6491 13.8458 11.6751 -0.0251 -0.0107 0.0256
Si 19.1762 22.8172 25.4938 -0.0027 -0.0043 0.0027
Si -3.8591 -1.882 16.9106 -0.0018 0.0023 -0.0023
Si 3.7722 -2.1943 27.4186 0.005 0.0029 0.0142
Si 8.5142 11.8602 21.2937 -0.0013 -0.0087 -0.0006
Si -1.7166 11.1001 10.7462 0.0171 -0.0207 -0.0051
Si 5.8204 9.0226 23.0018 -0.0012 -0.0109 0.004
Si 5.8006 7.907 13.916 0.0106 0.0044 -0.0092
Si 3.0301 32.2459 31.3421 0.0409 -0.0011 -0.0308
Si 5.74 5.6587 33.9067 0.0072 0.0205 -0.0161
Si 10.5983 16.3727 28.8143 -0.0036 -0.0011 0.0193
Si 7.5875 15.65 33.6673 0.0048 -0.0049 -0.0073
Si 5.8333 9.4801 30.3354 -0.0026 0.0091 -0.0168
Si 23.8896 11.3684 27.8101 -0.0097 -0.0073 0.0034
Si 23.3082 18.4813 21.1896 -0.014 -0.0053 -0.0134
Si 10.8542 10.3508 22.2099 0.0018 -0.0078 0.0006
Si -3.9073 17.4695 11.6102 0.0092 -0.007 -0.0083
Si 29.9879 2.0932 16.9112 0.0023 0.0091 -0.0051
Si 11.6787 5.9219 10.9604 -0.0081 -0.0108 0.029
Si 1.6871 13.8071 18.5287 -0.0028 0.0015 -0.0079
Si -1.7523 17.703 23.5511 0.0069 -0.0001 -0.0054
Si 4.4018 7.4472 10.6571 0.0285 -0.0014 0.0167
O -16.6317 -22.7138 19.6115 -0.001 -0.0106 -0.0015
O 5.499 9.2866 18.7953 0.0013 0.0024 -0.0041
O -6.479 4.8311 26.4875 0.003 0.0014 0.0067
O 21.4197 14.4337 18.9749 -0.0046 -0.0097 0.0016
O 2.4602 36.0786 15.1731 0.0061 -0.0116 -0.0113
O -20.8137 21.4967 27.1173 -0.0014 -0.0062 0.0088
O 9.6989 1.8733 10.7872 0.0081 -0.0114 0.0082
O -10.109 42.7214 23.9756 -0.0023 -0.001 0.0007
O 14.8027 -20.4065 22.9439 -0.0039 -0.006 -0.0032
O -9.3212 19.2572 18.8117 0.0044 -0.003 -0.0032
O 20.8007 32.5244 24.093 -0.0023 -0.001 -0.0028
O 30.1013 5.05 28.5288 0.008 -0.0079 0.0061
O 19.2444 25.5577 22.6349 -0.0021 0.0065 0.0051
O 14.39 37.3351 21.412 0.0035 0.0037 -0.0048
O -0.8602 -0.4753 14.5475 0.0044 -0.0031 -0.0055
O -9.3208 11.0393 28.0659 0.0009 0.0005 0.0001
O -3.57 17.1273 13.1922 -0.0042 0.0031 -0.0027
O -6.0726 47.385 27.7973 0.0025 -0.0042 -0.0026
O 23.3424 7.3338 28.0952 0.0139 -0.005 0.0045
O 9.9252 23.6489 14.603 0.0013 -0.0073 -0.0017
O -3.4209 13.2891 24.9851 0.0018 -0.0035 0.0002
O 2.3143 14.2698 13.2877 -0.0049 -0.0006 -0.0109
O 15.7003 11.1969 17.3157 0.0066 -0.0007 0.0073
O 9.6849 9.2146 22.3845 0.0004 0.0018 -0.0023
O 12.9756 16.7811 13.3926 0.0021 -0.0144 0.0116
O 8.8286 21.3252 15.2851 -0.0087 0.0035 0.0036
O -0.0086 17.5679 28.3347 -0.0002 -0.0062 0.0045
O 19.3767 18.4588 17.493 -0.0022 -0.0097 0.0043
O 22.3239 21.4657 13.299 -0.0007 -0.002 0.0099
O 6.3421 36.426 24.4441 0.0048 0 0.0029
O 15.5936 -5.6523 25.0775 -0.0119 -0.0032 0.0043
O 17.7189 17.9386 11.5757 -0.0066 0.0048 0.0013
O -13.8262 10.9845 29.8368 -0.0022 0.0108 0.0142
O 21.5217 16.7456 17.8744 -0.0009 -0.003 0.0015
O 12.0105 24.6701 26.1877 -0.0008 -0.0025 -0.0051
O 3.4661 14.277 24.6615 0.0038 -0.0058 -0.0009
O 14.472 -10.0067 18.1412 0.0014 0.0004 -0.0025
O 14.8775 15.3323 22.2279 -0.0006 -0.0001 0.0004
O 4.7226 25.5644 28.3607 0.0117 0.003 -0.0164
O 44.6168 33.513 26.5652 0.0017 0.0019 -0.0048
O -10.0574 3.7731 26.2456 -0.001 0.0003 -0.0009
O 0.4703 -12.5691 11.3028 0.0181 -0.0182 0.0085
O 1.4591 6.9559 24.8219 -0.0049 0.0038 0.0033
O -0.2852 9.79 17.9722 -0.0012 0.0031 0.0028
O 13.5906 10.4746 18.922 0.0039 -0.0053 0.0094
O -7.259 8.5057 13.4555 0.0092 -0.0029 0.0018
O 7.0849 21.8308 22.1275 0.001 0.0066 -0.0026
O 20.4959 12.4109 17.6296 0.0027 -0.0032 0.0012
O 5.0145 14.5359 11.3064 -0.0009 -0.0034 0.0046
O 18.0659 3.3821 24.6619 0.0025 -0.0036 -0.0045
O -5.526 16.923 22.0508 0.0037 -0.006 0.0065
O 18.9704 6.0229 26.0997 0.0001 0 0.0027
O -1.484 -1.6622 21.6825 -0.0017 0.0009 -0.0031
O 15.6085 -22.041 16.1954 -0.0007 0.0037 -0.0011
O 13.8037 19.0355 27.962 -0.0024 0.008 0.0043
O 10.1656 11.6586 12.3239 0.0014 0.002 0.0055
O 15.4818 30.3382 24.3804 -0.0011 -0.0108 -0.0052
O 16.3785 24.9084 19.8696 -0.0016 -0.0013 0.0027
O 36.2263 27.3202 30.9728 -0.0154 -0.009 0.0023
O 0.4287 12.9345 28.1973 -0.0033 0.0012 -0.0046
O -0.6795 17.2589 24.7131 0.0012 -0.0039 -0.0035
O 11.2137 8.8099 25.7914 -0.0001 0.0062 -0.0077
O 18.0981 22.4909 14.7963 -0.0065 -0.0139 -0.0035
O 18.5901 1.3515 15.4431 -0.0014 -0.0106 -0.0027
O 18.635 12.1119 27.1094 -0.004 0.0098 -0.0006
O 4.4895 -3.6586 27.3461 -0.0003 -0.0017 0.003
O -1.3245 20.6963 18.1132 -0.0014 -0.0053 0.0024
O 5.4467 32.5503 24.0184 0.0037 -0.0158 0.0028
O 12.2831 15.1161 18.379 0.0018 -0.002 0.0005
O 29.8367 0.5824 28.9197 0.0041 0.0018 -0.0081
O 32.8164 26.1072 27.1415 -0.0002 0.0028 -0.0017
O -8.7083 27.0378 17.4095 -0.0019 -0.0027 0.0065
O 5.27 27.4426 26.5804 0.0016 -0.0042 -0.0008
O -7.7676 7.6346 17.8051 0.0077 -0.0036 -0.0063
O 18.9188 12.0998 15.4454 -0.0002 -0.0066 0.0052
O 17.6404 19.9781 19.0955 -0.0073 0.0082 -0.0081
O 13.5966 9.5362 24.9268 -0.0036 0.002 -0.0007
O 6.5261 25.0202 17.9764 0.0058 -0.0039 -0.0038
O 8.1299 26.3882 20.206 0.002 0 -0.0011
O 0.7863 6.1667 22.2213 -0.0023 -0.002 -0.0009
O 24.9881 34.9623 12.8254 0.003 -0.0058 0.0069
O 17.1169 33.3274 14.7745 0.0079 0.0084 -0.0009
O 3.7311 25.3406 25.9465 0.0032 0.0033 -0.0087
O 4.0692 19.5975 11.7282 -0.0015 0.0153 -0.0154
O 25.9384 2.4549 15.5528 -0.0027 -0.0006 0.0061
O -4.4538 16.872 30.6016 0.008 0.0116 -0.0189
O 20.7488 -9.3193 15.5058 -0.0028 0.0002 -0.0036
O 21.5654 1.9813 13.9759 0.0029 0.0049 0.0014
O -0.8671 5.8511 20.1392 0.0015 -0.0003 0.0041
O -2.9884 30.1039 23.2079 -0.0057 -0.005 -0.004
O -4.99 34.5715 16.976 0.0065 0.0086 -0.0102
O 3.6895 -9.9005 11.2818 -0.0017 -0.0063 -0.0038
O 19.1387 0.6367 11.2064 -0.0153 -0.0083 0.0144
O 8.0626 -16.3816 20.6718 -0.0005 0.0052 -0.0005
O -3.0206 -2.6746 25.5607 -0.0001 0.007 -0.0038
O 4.3015 17.8775 13.637 -0.0003 0.0114 -0.002
O 8.9052 -5.491 20.2689 0.0009 -0.0031 0.0011
O 9.8454 -4.3291 28.065 0.0105 0.0039 -0.005
O 4.9196 13.2422 15.7395 0.0083 -0.0039 -0.0002
O 12.3094 10.9102 14.0525 -0.0196 0.0027 0.0065
O -14.2437 5.5057 30.2336 0.0011 -0.0032 0.0054
O 14.2954 11.9986 15.2816 0.0071 -0.0007 0.0067
O 11.5119 10.5667 23.68 0.0008 -0.0026 0.0008
O -0.9158 4.2346 22.1401 0.0022 0.0063 0.0077
O 15.7136 -0.486 21.7898 -0.0003 0.0028 -0.0029
O 6.0439 7.3901 10.3221 0.0002 -0.0084 0.0119
O 6.8726 34.3165 12.7565 -0.0238 0.0032 0.015
O 16.5419 1.8181 20.3012 -0.0022 -0.0058 0.0004
O 1.2636 17.5655 20.4148 -0.0012 -0.0028 -0.0013
O 6.1481 -0.1514 13.3583 0.0005 0.0025 -0.0171

Results
free energy: -229398.584 eV
free energy less fixed offsets of O -568.88, Si -635.61 eV per atom: 13.346 eV

The program warned: the cutoff lies below the one the program advises for these potential files; the exchange-correlation potential is rough where the density is thin.
